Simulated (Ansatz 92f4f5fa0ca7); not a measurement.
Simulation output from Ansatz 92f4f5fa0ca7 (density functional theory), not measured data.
Periodic cell of 444 atoms, Si256O116H72, with a vacuum gap, from a study of silicon, its oxide and their interface. The atomic structure is a simulated model.

Settings
functional: r2SCAN
potential files: Ansatz PAW
basis: plane waves
wave-function cutoff: 800 eV
density cutoff ratio: 5
exchange-correlation grid ratio: 1
k mesh: 1 x 1 x 1, Gamma-centred
self-consistency stop: 2e-11 eV per atom in the density residual
occupations: fixed
spin: none
net charge: 0
applied field: sawtooth along c, amplitude +0.015 V/angstrom in the program's sign convention, ramp centred at 0.9866 of c and 0.0268 of c wide, no dipole correction

Cell vectors (angstrom)
a	16.332	0	0
b	0	16.332	0
c	0	0	37.2481

Atoms and the computed forces on them: element, x, y, z (angstrom), force x, y, z (eV/angstrom)
Si	-0.692	0.558	23.551	-0.008	0.006	0.017
Si	1.726	3.585	22.51	-0.013	0.013	0.03
Si	-0.258	5.53	23.786	-0.009	0.013	0.02
Si	2.589	8.127	23.844	-0.011	-0.003	0.034
Si	0.684	10.542	23.487	0.003	-0.007	0.035
Si	2.811	13.717	23.359	-0.006	-0.004	0.029
Si	5.549	0.246	23.234	0.005	-0.007	0.025
Si	8.777	2.264	23.672	0.014	-0.015	0.018
Si	4.073	5.618	22.863	-0.02	0.006	0.02
Si	7.798	8.02	23.702	-0.012	0.001	0.025
Si	5.451	10.029	23.299	0.003	0.001	0.036
Si	8.448	13.67	23.616	-0.005	0.005	0.011
Si	10.538	0.601	23.713	-0.01	0.008	0.022
Si	13.53	2.769	24.004	0.002	0.006	0.023
Si	11.415	4.939	23.622	0.014	-0.005	0.018
Si	14.431	7.398	23.497	0.018	-0.012	0.035
Si	10.402	11.164	23.437	-0.002	0.013	0.027
Si	13.462	13.543	23.314	-0.004	0.007	0.037
Si	1.146	1.556	24.772	0	0.001	0.009
Si	4.775	4.907	24.975	-0.003	-0.001	0.019
Si	1.293	6.704	25.094	-0.002	0.009	-0.014
Si	4.135	9.346	25.085	-0.001	0	-0.006
Si	1.635	12.209	24.831	-0.002	-0.003	-0.005
Si	4.179	15.157	24.628	-0.002	0	0.003
Si	6.951	1.354	24.814	0.01	0.001	0.002
Si	9.68	4.011	24.939	0.002	-0.004	0.004
Si	6.608	6.537	25.162	0.011	0.018	0.007
Si	9.371	9.471	24.806	-0.003	0.001	0.002
Si	6.833	12.382	24.75	0.01	0.008	0.002
Si	9.657	15.11	24.962	-0.004	0.006	-0.007
Si	12.171	1.35	25.184	0.001	0.011	-0.014
Si	14.941	4.127	25.225	-0.014	-0.007	-0.018
Si	12.472	6.726	24.757	-0.007	-0.012	0.002
Si	15.17	9.42	24.614	0.006	0.001	0.007
Si	12.152	12.19	24.734	-0.004	-0.005	-0.003
Si	14.877	14.938	24.729	0.005	0.003	-0.001
Si	0.01	2.735	26.423	-0.006	0.012	-0.007
Si	2.682	0.121	25.978	-0.005	-0.003	0.013
Si	0.003	8.216	26.314	0.016	-0.018	-0.001
Si	2.877	5.505	26.33	-0.003	0.013	-0.004
Si	0.076	13.619	26.03	0.003	-0.002	0.009
Si	2.876	10.904	26.309	0.001	-0.004	0.001
Si	5.561	2.862	26.038	0.005	-0.003	0.008
Si	8.172	0.002	26.312	0.009	-0.011	-0.002
Si	5.496	8.104	26.487	-0.02	0.005	-0.004
Si	8.271	5.371	26.29	-0.007	-0.015	0.014
Si	5.455	13.735	26.105	0.013	-0.017	0.009
Si	8.112	10.925	26.185	-0.008	0.011	0.007
Si	10.864	2.734	26.496	0.012	-0.014	-0.004
Si	13.587	-0.136	26.29	-0.018	0.01	0.006
Si	10.955	8.149	26.033	0.005	0.005	0.011
Si	13.572	5.522	26.448	0.027	-0.013	-0.004
Si	10.954	13.609	26.229	-0.011	0.017	-0.001
Si	13.678	10.818	25.97	0.004	0.005	0.009
Si	1.472	4.101	27.644	0.008	0.008	0.013
Si	4.092	1.465	27.388	0.007	0.011	0.035
Si	1.42	9.569	27.624	-0.005	0.005	0.012
Si	4.08	6.843	27.811	-0.009	-0.022	0.005
Si	1.391	15.027	27.426	-0.001	-0.006	0.022
Si	4.18	12.343	27.577	-0.007	0	0.024
Si	6.875	4.033	27.631	0.014	0.015	0.026
Si	9.484	1.34	27.737	-0.003	0.014	0.015
Si	6.849	9.584	27.654	0.031	-0.003	0.025
Si	9.608	6.83	27.529	0.006	0.027	0.032
Si	6.804	14.961	27.602	0.007	0.019	0.025
Si	9.514	12.269	27.537	0.01	-0.011	0.018
Si	12.226	4.127	27.766	-0.014	0.002	0.012
Si	14.94	1.298	27.627	0.006	0.004	0.014
Si	12.292	9.523	27.433	-0.004	0	0.025
Si	14.976	6.89	27.71	-0.008	0.002	-0.002
Si	12.255	14.905	27.678	0.006	0.006	0.017
Si	15.011	12.243	27.397	-0.019	-0.005	0.03
Si	0.031	-0.033	28.91	0.033	-0.02	0.203
Si	2.787	2.7	28.949	0.004	-0.017	0.21
Si	0.048	5.47	28.967	-0.044	-0.001	0.225
Si	2.714	8.229	29.062	-0.018	0.036	0.24
Si	0.004	10.952	28.888	0.029	-0.001	0.199
Si	2.733	13.673	28.867	-0.036	0.025	0.188
Si	5.413	0.059	28.863	-0.01	-0.028	0.197
Si	8.135	2.69	29.077	-0.005	-0.006	0.224
Si	5.484	5.398	29.004	-0.009	0.005	0.202
Si	8.217	8.16	28.934	-0.025	0.004	0.183
Si	5.485	10.946	28.979	-0.051	0.043	0.235
Si	8.172	13.595	28.96	0.002	0.005	0.214
Si	10.885	-0.044	29.012	0.026	-0.03	0.213
Si	13.606	2.69	28.99	0.022	-0.02	0.233
Si	10.829	5.489	29.033	0.042	-0.061	0.242
Si	13.56	8.237	28.975	0.036	-0.01	0.215
Si	10.904	10.866	28.851	-0.008	-0.005	0.171
Si	13.672	13.541	28.912	0.026	-0.035	0.183
Si	1.375	1.347	30.278	0.123	-0.153	0.155
Si	4.107	4.051	30.354	0.176	-0.113	0.31
Si	1.367	6.822	30.354	-0.11	0.107	0.603
Si	4.113	9.591	30.347	-0.176	0.054	0.412
Si	1.381	12.309	30.263	-0.138	0.036	-0.029
Si	4.082	15.004	30.264	-0.138	0.177	-0.014
Si	6.754	1.322	30.366	-0.03	0.121	0.201
Si	9.486	4.091	30.397	-0.018	0.073	0.296
Si	6.836	6.792	30.326	0.067	-0.02	0.114
Si	9.556	9.519	30.291	0.099	-0.003	0.079
Si	6.845	12.243	30.356	-0.042	0.072	0.394
Si	9.517	14.942	30.352	0.043	0.006	0.352
Si	12.233	1.351	30.343	0.044	-0.068	0.434
Si	14.978	4.075	30.295	0.182	-0.036	0.339
Si	12.196	6.854	30.335	0.119	0.045	0.459
Si	14.958	9.614	30.272	-0.042	-0.071	0.276
Si	12.256	12.215	30.253	0.135	-0.068	0.108
Si	14.991	14.958	30.281	0.194	-0.272	0.162
Si	-0.007	2.711	6.903	-0.162	0.129	-0.209
Si	2.714	-0.007	6.903	-0.012	0.053	-0.31
Si	-0.025	8.216	6.853	0.112	-0.071	-0.577
Si	2.713	5.424	6.945	-0.106	0.055	-0.244
Si	0.018	13.645	6.903	-0.189	0.079	-0.327
Si	2.745	10.948	6.921	0.115	-0.269	-0.205
Si	5.423	2.697	6.987	-0.01	0.089	-0.354
Si	8.147	-0.042	6.968	0.172	0.005	-0.17
Si	5.437	8.15	6.927	-0.093	-0.035	-0.164
Si	8.121	5.432	7.015	0.021	-0.037	-0.203
Si	5.455	13.615	6.906	0.163	-0.254	-0.13
Si	8.185	10.843	6.95	-0.089	0.034	-0.104
Si	10.864	2.69	6.963	0.018	-0.086	-0.254
Si	13.617	0.004	6.919	-0.196	0.194	-0.157
Si	10.844	8.175	6.979	-0.013	-0.051	-0.218
Si	13.539	5.426	6.862	-0.155	0.162	-0.402
Si	10.909	13.569	6.911	-0.067	0.116	-0.156
Si	13.593	10.919	6.927	-0.044	0.047	-0.245
Si	1.299	4.088	8.283	-0.009	0.017	-0.204
Si	4.051	1.326	8.29	0.006	-0.011	-0.199
Si	1.366	9.538	8.212	0.064	-0.022	-0.224
Si	4.066	6.781	8.312	0.003	0.017	-0.206
Si	1.334	15.021	8.289	-0.017	0.024	-0.212
Si	4.112	12.279	8.325	0.08	-0.075	-0.209
Si	6.759	4.048	8.38	0.032	-0.012	-0.19
Si	9.517	1.318	8.339	0.008	-0.019	-0.197
Si	6.787	9.473	8.312	-0.008	0.044	-0.204
Si	9.478	6.794	8.361	0.026	-0.015	-0.19
Si	6.817	14.902	8.322	0.028	-0.02	-0.211
Si	9.558	12.208	8.291	-0.057	0.054	-0.212
Si	12.194	4.082	8.303	-0.032	0.024	-0.233
Si	14.945	1.396	8.309	-0.05	0.043	-0.199
Si	12.228	9.545	8.282	-0.026	0.03	-0.2
Si	14.895	6.842	8.11	0.001	-0.026	-0.267
Si	12.253	14.971	8.266	-0.053	0.048	-0.211
Si	14.967	12.313	8.249	0.004	-0.013	-0.193
Si	-0.03	0.052	9.69	-0.003	-0.002	-0.022
Si	2.642	2.672	9.606	-0.005	0.013	-0.027
Si	-0.174	5.511	9.502	0.007	-0.025	-0.009
Si	2.639	8.129	9.629	-0.01	-0.007	-0.008
Si	0.011	10.913	9.52	0.003	0.007	-0.014
Si	2.714	13.676	9.621	-0.008	-0.016	-0.028
Si	5.441	-0.045	9.615	-0.016	-0.006	-0.019
Si	8.154	2.672	9.705	-0.011	-0.018	-0.015
Si	5.362	5.401	9.742	-0.012	0.006	-0.028
Si	8.083	8.108	9.732	-0.007	-0.006	-0.022
Si	5.438	10.819	9.7	-0.016	-0.011	-0.006
Si	8.187	13.512	9.691	0.01	0.005	-0.008
Si	10.881	-0.081	9.699	0.01	0.013	-0.011
Si	13.569	2.773	9.689	0.01	-0.023	-0.019
Si	10.803	5.388	9.709	-0.002	0.003	-0.01
Si	13.594	8.128	9.535	0.024	0.009	-0.017
Si	10.912	10.892	9.682	0	-0.006	-0.015
Si	13.664	13.714	9.644	-0.017	-0.014	-0.025
Si	1.252	1.469	11.073	0.009	-0.014	-0.012
Si	3.912	4.008	11.014	0.009	-0.011	0.005
Si	1.134	6.798	10.916	0.005	0.001	0
Si	3.979	9.461	11.027	-0.007	0.006	-0.005
Si	1.345	12.269	10.892	0.001	-0.011	0.001
Si	4.029	15.061	11.004	0.013	-0.002	0
Si	6.821	1.23	10.999	0.01	0.008	0.003
Si	9.418	4.039	11.148	0.009	-0.005	-0.012
Si	6.721	6.73	11.162	-0.004	0.006	-0.008
Si	9.494	9.501	10.99	-0.005	0.009	0.001
Si	6.862	12.122	11.081	-0.009	0.01	-0.012
Si	9.561	14.825	11.103	-0.005	0.005	-0.001
Si	12.236	1.346	11.015	-0.014	0	0.003
Si	14.871	4.266	11.034	0.004	0.006	-0.014
Si	12.284	6.743	10.911	-0.009	-0.002	-0.001
Si	14.979	9.522	10.8	-0.005	0.004	0.008
Si	12.333	12.328	10.95	0	0.003	-0.005
Si	14.98	15.068	11.121	0.004	-0.006	-0.004
Si	0.167	3.199	12.351	-0.005	0.002	-0.007
Si	2.638	0.115	12.418	-0.006	-0.003	0.003
Si	-0.157	8.234	12.327	-0.003	0.002	-0.001
Si	2.062	5.068	12.167	0.002	0.008	-0.004
Si	0.058	13.607	12.342	0.004	-0.003	-0.003
Si	2.576	10.852	12.313	0.008	0.007	0.004
Si	5.321	2.499	12.241	-0.013	0.005	0.01
Si	8.107	-0.176	12.425	-0.002	-0.007	0.005
Si	5.113	7.927	12.416	0.009	0.004	0.003
Si	7.851	5.169	12.591	0.006	0	0.007
Si	5.326	13.506	12.207	0.002	-0.002	0.012
Si	8.347	10.847	12.523	0.001	0	-0.006
Si	10.818	2.626	12.415	0.004	-0.009	0.005
Si	13.771	0.289	12.5	-0.013	0.001	-0.005
Si	12.444	9.637	13.348	0.003	0.003	0.014
Si	13.48	5.547	12.573	0.009	0.003	0
Si	11.109	13.586	12.49	-0.006	-0.001	0.002
Si	13.813	11.003	12.148	-0.003	-0.011	0.003
Si	4.211	4.476	14.614	0.001	0.001	0.023
Si	3.834	1.608	13.81	0.014	0	0.024
Si	0.792	9.984	13.571	-0.008	0.007	0.014
Si	3.538	6.383	13.475	0.004	-0.004	0.013
Si	1.669	14.715	13.623	0	-0.003	0.029
Si	3.785	12.387	13.569	0.001	-0.007	0.009
Si	6.312	3.866	13.794	0.034	-0.015	0.075
Si	9.697	0.962	13.732	-0.005	0.009	0.021
Si	7.299	9.398	14.062	-0.001	0.005	0.033
Si	9.387	7	14.428	0	0.001	0.041
Si	6.725	14.618	13.629	0.003	0.003	0.019
Si	10.225	11.784	13.804	-0.001	0.005	0.019
Si	12.497	3.647	13.7	-0.013	-0.009	0.024
Si	14.581	2.336	13.725	0.005	0.003	0.039
Si	11.07	8.243	12.14	0.01	0.006	0.013
Si	14.524	7.369	13.795	0.003	0.002	0.017
Si	12.223	15.334	13.738	-0.002	0	0.022
Si	15.519	11.793	13.513	0.003	-0.007	0.028
Si	13.939	15.864	19.097	-0.007	-0.002	0.043
Si	-17.033	12.458	16.504	-0.004	0.002	0.053
Si	-18.612	-4.718	20.848	0.006	0.003	0.038
Si	1.351	10.167	16.623	0.002	0.002	0.052
Si	-8.761	25.727	19.45	-0.002	-0.004	0.043
Si	18.562	-15.028	20.317	0.004	0.002	0.048
Si	0.792	15.189	16.555	-0.003	0.002	0.049
Si	3.586	30.693	17.76	0.001	-0.006	0.047
Si	27.698	-8.125	19.545	0.002	0.007	0.039
Si	16.576	-8.364	18.697	-0.005	0.003	0.046
Si	9.558	13.709	19.959	-0.007	0.002	0.049
Si	-0.349	6.141	16.379	0.003	0	0.045
Si	5.16	21.549	20.284	0	-0.005	0.041
Si	11.824	-0.824	21.363	-0.005	0.001	0.053
Si	-24.757	6.21	19.246	-0.005	0.001	0.04
Si	8.117	17.974	20.843	-0.002	-0.004	0.049
Si	-22.494	6.233	17.364	-0.006	0.006	0.055
Si	9.567	-1.012	17.335	0.002	-0.007	0.05
Si	-8.628	1.943	15.922	-0.005	0.014	0.033
Si	-9.342	10.909	16.87	0.004	-0.004	0.056
Si	8.409	-3.12	15.626	-0.007	0.011	0.038
Si	16.267	17.523	18.308	0.009	-0.005	0.044
Si	-22.578	-5.693	20.491	0.007	0.003	0.04
Si	-11.243	18.383	20.761	0.002	-0.006	0.034
Si	14.152	-7.779	20.6	-0.006	-0.006	0.052
Si	0.458	-3.96	20.814	-0.003	-0.005	0.043
Si	-13.041	29.069	20.286	-0.005	-0.007	0.047
Si	0.888	31.633	21.729	-0.007	0.001	0.04
Si	-1.587	3.224	16.698	0.003	0.003	0.052
Si	2.814	22.73	16.199	-0.006	0.012	0.057
Si	20.914	26.27	20.374	0.001	0.004	0.018
Si	13.573	29.368	18.52	-0.003	-0.005	0.045
Si	20.443	-21.168	16.473	-0.003	0.005	0.03
Si	-6.606	6.524	21.574	0.002	-0.005	0.043
Si	3.125	-8.979	19.099	0.006	0.004	0.036
Si	-8.584	15.04	21.803	0.001	-0.006	0.035
Si	37.995	16.239	15.96	0.006	-0.006	0.048
Si	11.745	3.564	16.863	-0.012	0	0.019
Si	9.372	-14.391	18.137	-0.008	-0.002	0.039
Si	12.476	15.069	16.73	-0.002	-0.002	0.054
O	2.773	-2.75	14.084	-0.006	0.008	-0.008
O	10.937	16.29	14.074	0.004	-0.003	-0.01
O	-9.756	0.862	16.357	-0.005	0	-0.019
O	3.759	5.056	16.104	0.011	-0.011	-0.024
O	-11.371	17.844	22.322	-0.003	0.008	-0.02
O	-6.719	-2.181	18.425	0.003	0.009	-0.029
O	3.251	7.291	17.473	0	-0.012	-0.053
O	4.665	15.473	17.234	0.007	0.01	-0.027
O	-6.443	-4.185	19.992	0	0.003	-0.015
O	-7.181	2.194	19.719	0.01	-0.001	-0.045
O	-2.258	12.449	22.24	0.004	-0.01	-0.026
O	10.8	7.401	18.279	-0.007	-0.014	-0.035
O	4.239	0.818	15.188	-0.011	0.016	-0.036
O	18.251	2.747	23.894	0.003	0.002	-0.016
O	6.466	5.5	19.374	0.007	0.002	-0.016
O	1.055	-6.765	15.149	-0.002	-0.004	-0.041
O	8.299	8.174	14.392	0.001	0.001	-0.016
O	15.207	16.833	19.338	0.003	0.004	-0.025
O	0.29	13.964	21.069	-0.001	-0.004	-0.024
O	-8.791	12.426	16.732	0.005	0.004	-0.024
O	22.919	1.645	20.273	0	0.001	-0.017
O	-15.71	11.593	16.771	0	-0.001	-0.013
O	5.331	5.724	21.82	0.005	-0.002	-0.021
O	11.353	10.618	14.16	0	0	-0.009
O	11.151	0.386	22.191	0.012	-0.014	-0.026
O	11.005	-0.659	16.751	0	-0.003	-0.011
O	11.831	3.634	15.233	0.015	0.006	-0.062
O	1.675	9.279	23.085	-0.002	0.005	-0.017
O	0.114	16.553	17.043	0.003	-0.012	-0.022
O	3.02	23.575	14.819	0.01	0.001	-0.04
O	20.524	11.447	19.933	0	0.003	-0.016
O	3.299	19.423	14.348	-0.001	-0.01	-0.009
O	10.987	9.781	19.453	0.002	-0.005	-0.021
O	8.71	7.228	22.611	0.011	-0.008	-0.024
O	15.471	11.831	20.081	-0.005	0	-0.02
O	3.315	13.165	21.873	0.004	-0.004	-0.031
O	7.155	-6.146	15.454	0.007	-0.012	-0.044
O	-5.52	2.409	17.548	0.009	0.009	-0.019
O	-8.035	2.625	22.123	-0.01	0.003	-0.031
O	-1.541	2.282	15.367	-0.001	-0.011	-0.043
O	-6.893	12.448	23.067	0.005	-0.007	-0.008
O	3.899	6.043	19.667	-0.008	0.008	-0.018
O	1.371	17.794	18.973	-0.015	-0.001	-0.025
O	-3.362	12.17	19.762	-0.002	0.008	-0.024
O	-2.926	24.877	14.184	0	-0.004	-0.002
O	0.801	9.159	17.75	0.006	0.012	-0.023
O	-7.641	22.137	17.89	0.014	-0.001	-0.028
O	-2.167	-8.751	21.885	-0.008	0.013	-0.026
O	1.783	12.238	19.913	0.005	0.001	-0.021
O	7.153	3.047	14.923	-0.024	0.005	-0.073
O	-7.669	14.724	16.138	-0.003	-0.011	-0.028
O	3.733	-2.335	19.348	0.002	0.01	-0.037
O	24.131	10.134	18.027	-0.006	0.011	-0.03
O	-6.588	12.356	15.274	0.008	-0.009	-0.027
O	-0.764	8.525	19.827	0.015	-0.004	-0.03
O	-0.618	35.275	17.815	-0.008	0.01	-0.025
O	-3.069	19.635	17.346	0.004	0.002	-0.022
O	8.45	32.794	21.364	-0.002	0.008	-0.026
O	10.024	6.812	15.879	-0.007	0.008	-0.04
O	-7.71	9.942	20.549	-0.005	-0.005	-0.014
O	-2.908	-16.57	17.563	-0.007	-0.003	-0.028
O	19.261	-5.884	16.795	-0.002	0	-0.016
O	2.092	14.905	17.47	-0.009	0.002	-0.017
O	15.751	6.906	17.789	-0.003	-0.014	-0.034
O	24.394	-2.291	20.541	0.01	-0.005	-0.022
O	12.751	-0.217	20.178	0.015	0.001	-0.032
O	15.023	12.143	15.044	0	0	-0.037
O	17.585	22.289	16.237	0.003	-0.002	-0.021
O	10.672	14.538	20.785	-0.005	-0.008	-0.024
O	-3.888	-2.674	17.539	-0.001	0.006	-0.019
O	5.871	-17.52	14.91	0.005	-0.006	-0.024
O	1.53	7.283	19.424	-0.004	0.002	-0.022
O	-0.301	14.009	16.667	0.004	-0.003	-0.01
O	6.101	9.694	19.967	0.01	-0.001	-0.015
O	6.02	11.542	23.562	-0.006	-0.004	-0.012
O	3.696	-7.581	19.705	-0.007	-0.011	-0.022
O	-9.627	9.019	22.999	0.001	0.002	-0.021
O	1.606	14.815	23.093	-0.002	0.003	-0.012
O	10.681	7.636	20.897	0.006	0.007	-0.029
O	1.722	2.48	21.323	0.003	-0.013	-0.022
O	16.028	16.322	22.071	0.009	-0.006	-0.017
O	14.495	12.107	17.585	0.015	0.001	-0.03
O	3.428	23.461	22.834	0.016	-0.013	-0.016
O	14.517	1.716	23.183	0.009	-0.014	-0.014
O	8.691	5.64	13.933	-0.009	-0.006	-0.034
O	6.209	15.482	22.172	0.002	0.003	-0.009
O	4.927	19.957	20.423	-0.002	0.005	-0.015
O	-3.811	3.79	23.163	-0.012	0.009	-0.018
O	-3.359	-8.262	19.608	-0.007	-0.002	-0.014
O	-5.769	7.306	13.394	0.004	0.008	-0.02
O	0.54	11.43	22.124	-0.004	0.013	-0.033
O	4.403	11.628	14.88	0	0.007	-0.044
O	-7.288	16.688	17.978	0.004	0.002	-0.019
O	3.82	1.383	19.998	-0.004	-0.001	-0.02
O	12.896	14.884	15.177	-0.001	0.002	-0.047
O	3.767	12.979	16.97	0.002	-0.011	-0.019
O	2.98	4.569	22.278	0.002	-0.003	-0.008
O	21.752	10.939	17.23	-0.001	0.002	-0.021
O	10.687	21.768	22.257	-0.011	0.007	-0.019
O	4.49	9.956	21.992	-0.004	0.002	-0.043
O	9.002	1.29	15.181	0.011	-0.006	-0.028
O	8.226	2.681	17.264	-0.008	-0.007	-0.033
O	15.313	-9.345	15.173	-0.013	0.008	-0.039
O	1.148	-0.936	15.002	0.008	-0.002	-0.044
O	0.402	4.547	22.59	0.011	-0.014	-0.017
O	-3.635	14.656	22.416	-0.007	0.008	-0.021
O	-10.481	-7.555	13.635	-0.01	-0.005	-0.022
O	14.364	-2.033	19.185	-0.002	-0.001	-0.011
O	13.848	10.05	21.15	-0.001	0	-0.003
O	-1.075	-11.625	16.337	-0.003	-0.001	-0.016
O	18.3	16.129	20.867	0.004	0.007	-0.025
O	10.807	10.598	21.952	0	-0.005	-0.027
O	8.839	5.748	20.479	-0.01	0	-0.029
O	7.743	7.811	19.262	-0.002	0	-0.009
O	7.649	13.388	14.208	-0.009	0.004	-0.022
O	-5.157	4.978	17.389	0.006	-0.008	-0.018
H	0.548	2.164	31.211	0.274	-0.214	-0.308
H	2.192	0.521	31.211	-0.364	0.321	-0.203
H	4.917	3.218	31.287	-0.347	0.362	-0.204
H	3.279	4.867	31.287	0.196	-0.227	-0.314
H	0.546	7.644	31.286	0.162	-0.307	-0.186
H	2.173	5.985	31.286	-0.194	0.29	-0.248
H	4.899	8.735	31.279	-0.118	0.31	-0.263
H	3.288	10.41	31.279	0.374	-0.223	-0.172
H	2.204	11.488	31.195	-0.238	0.245	-0.344
H	0.551	13.122	31.195	0.386	-0.286	-0.25
H	4.899	14.177	31.196	-0.125	0.232	-0.356
H	3.246	15.811	31.196	0.367	-0.323	-0.225
H	5.945	2.157	31.298	0.244	-0.433	-0.235
H	7.584	0.509	31.298	-0.359	0.109	-0.303
H	10.301	3.263	31.329	-0.155	0.309	-0.271
H	8.657	4.905	31.329	0.336	-0.39	-0.189
H	7.634	5.947	31.259	-0.259	0.458	-0.238
H	6.002	7.602	31.259	0.249	-0.155	-0.299
H	10.36	8.68	31.224	-0.306	0.496	-0.25
H	8.72	10.326	31.224	0.313	-0.203	-0.33
H	6.018	13.059	31.288	0.263	-0.17	-0.218
H	7.648	11.403	31.288	-0.263	0.339	-0.239
H	8.689	15.757	31.284	0.253	-0.269	-0.269
H	10.345	14.126	31.284	-0.334	0.21	-0.213
H	11.403	2.164	31.276	0.247	-0.254	-0.279
H	13.066	0.541	31.276	-0.28	0.255	-0.196
H	14.131	4.87	31.227	0.227	-0.134	-0.288
H	15.795	3.248	31.227	-0.249	0.343	-0.19
H	12.992	6.008	31.267	-0.091	0.254	-0.254
H	11.364	7.666	31.267	0.467	-0.39	-0.168
H	14.118	10.417	31.205	0.532	-0.291	-0.192
H	15.765	8.777	31.205	-0.157	0.218	-0.311
H	13.091	11.406	31.185	-0.528	0.294	-0.205
H	11.437	13.039	31.185	0.248	-0.201	-0.35
H	15.827	14.15	31.213	-0.379	0.347	-0.169
H	14.171	15.781	31.213	0.192	-0.236	-0.353
H	0.821	1.895	5.971	-0.304	0.256	0.282
H	-0.823	3.538	5.971	0.208	-0.282	0.231
H	1.897	0.82	5.97	0.322	-0.269	0.24
H	3.55	-0.814	5.97	-0.344	0.201	0.26
H	-0.832	9.052	5.92	0.36	-0.272	0.191
H	0.796	7.393	5.92	-0.219	0.226	0.192
H	1.907	6.261	6.012	0.227	-0.198	0.272
H	3.541	4.609	6.012	-0.328	0.254	0.237
H	0.848	12.831	5.971	-0.246	0.317	0.265
H	-0.818	14.452	5.971	0.351	-0.271	0.2
H	1.922	11.769	5.989	0.308	-0.26	0.275
H	3.57	10.13	5.989	-0.18	0.33	0.216
H	6.232	1.862	6.055	-0.222	0.308	0.254
H	4.613	3.53	6.055	0.314	-0.277	0.234
H	7.316	0.771	6.035	0.248	-0.281	0.262
H	8.975	-0.857	6.035	-0.244	0.271	0.255
H	6.271	7.34	5.994	-0.365	0.269	0.218
H	4.651	9.006	5.994	0.153	-0.303	0.279
H	8.95	4.617	6.082	-0.28	0.194	0.26
H	7.323	6.276	6.082	0.251	-0.381	0.269
H	4.638	14.442	5.974	0.269	-0.249	0.311
H	6.282	12.798	5.974	-0.281	0.216	0.222
H	9.021	10.035	6.017	-0.45	0.334	0.215
H	7.382	11.682	6.017	0.175	-0.255	0.287
H	11.695	1.878	6.031	-0.312	0.271	0.25
H	10.049	3.519	6.031	0.189	-0.286	0.235
H	14.438	-0.819	5.986	-0.245	0.306	0.305
H	12.785	0.815	5.986	0.34	-0.255	0.203
H	10.04	9.014	6.046	0.302	-0.476	0.232
H	11.675	7.363	6.046	-0.291	0.208	0.309
H	14.386	4.63	5.929	-0.337	0.098	0.271
H	12.743	6.272	5.929	0.142	-0.45	0.139
H	11.729	12.745	5.978	-0.381	0.379	0.246
H	10.082	14.385	5.978	0.244	-0.233	0.249
H	14.433	10.116	5.994	-0.275	0.282	0.294
H	12.758	11.728	5.994	0.365	-0.41	0.218

Results
free energy: -231032.273 eV
free energy less fixed offsets of H -15.71, O -570.45, Si -639.56 eV per atom: -1.593 eV

The program warned: the cutoff lies below the one the program advises for these potential files; the forces do not sum to zero within the program's tolerance; empty levels may hold ghost states of the PAW files; the exchange-correlation potential is rough where the density is thin.
